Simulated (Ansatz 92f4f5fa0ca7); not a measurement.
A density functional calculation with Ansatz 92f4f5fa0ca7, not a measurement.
Periodic cell of 224 atoms, Si133O90H1, from a study of silicon, its oxide and their interface. The atomic structure is a simulated model.
Doubt: the cutoff is low for norm-conserving oxygen, so forces and energies are approximate.
Doubt: the program's own warning below bears on the result.

Settings
functional: HSE06
potential files: SPMS norm-conserving
basis: plane waves
wave-function cutoff: 800 eV
density cutoff ratio: 4
exchange-correlation grid ratio: 1
k mesh: 1 x 1 x 1, Gamma-centred
occupations: fixed
spin: none
net charge: +1 e, with a uniform compensating background and no finite-size correction

Cell vectors (angstrom)
a	10.938	0	0
b	0	10.938	0
c	0	0	32.2295

Atoms: element, x, y, z (angstrom)
Si	0.1335	-0.2573	24.8731
Si	5.2418	0.069	24.8934
Si	3.1274	2.4457	24.7474
Si	7.8428	2.9181	24.6924
Si	-0.3131	5.5599	24.5562
Si	5.8146	5.3847	24.5783
Si	2.3161	8.4128	24.7962
Si	8.5665	7.9339	24.9573
Si	1.3926	1.3903	26.0166
Si	6.8053	1.3341	26.1136
Si	4.1828	4.1778	25.947
Si	9.5134	4.0274	25.9803
Si	1.2732	6.7115	26.0126
Si	6.8861	6.8032	26.1211
Si	4.0019	9.4687	26.1181
Si	9.6502	9.5089	26.2859
Si	2.7145	0.0056	27.4548
Si	8.2099	-0.0036	27.4719
Si	0.0005	2.7329	27.392
Si	5.459	2.7676	27.4362
Si	2.7517	5.4495	27.3791
Si	8.2378	5.4196	27.4548
Si	0.0674	8.1083	27.5238
Si	5.4711	8.1748	27.4414
Si	4.1018	1.3673	28.8112
Si	9.5708	1.3673	28.8112
Si	1.3673	4.1018	28.8112
Si	6.8362	4.1018	28.8112
Si	4.1018	6.8362	28.8112
Si	9.5708	6.8362	28.8112
Si	1.3673	9.5708	28.8112
Si	6.8362	9.5708	28.8112
Si	0	0	30.1785
Si	5.469	0	30.1785
Si	2.7345	2.7345	30.1785
Si	8.2035	2.7345	30.1785
Si	0	5.469	30.1785
Si	5.469	5.469	30.1785
Si	2.7345	8.2035	30.1785
Si	8.2035	8.2035	30.1785
Si	1.3673	1.3673	31.5457
Si	6.8362	1.3673	31.5457
Si	4.1018	4.1018	31.5457
Si	9.5708	4.1018	31.5457
Si	1.3673	6.8362	31.5457
Si	6.8362	6.8362	31.5457
Si	4.1018	9.5708	31.5457
Si	9.5708	9.5708	31.5457
Si	2.7345	0	0.6835
Si	8.2035	0	0.6835
Si	0	2.7345	0.6835
Si	5.469	2.7345	0.6835
Si	2.7345	5.469	0.6835
Si	8.2035	5.469	0.6835
Si	0	8.2035	0.6835
Si	5.469	8.2035	0.6835
Si	4.1018	1.3673	2.0507
Si	9.5708	1.3673	2.0507
Si	1.3673	4.1018	2.0507
Si	6.8362	4.1018	2.0507
Si	4.1018	6.8362	2.0507
Si	9.5708	6.8362	2.0507
Si	1.3673	9.5708	2.0507
Si	6.8362	9.5708	2.0507
Si	0	0	3.418
Si	5.469	0	3.418
Si	2.7345	2.7345	3.418
Si	8.2035	2.7345	3.418
Si	0	5.469	3.418
Si	5.469	5.469	3.418
Si	2.7345	8.2035	3.418
Si	8.2035	8.2035	3.418
Si	1.3845	1.4016	4.8628
Si	6.8388	1.3614	4.8985
Si	4.0792	4.0735	4.7586
Si	9.5489	4.0612	4.7603
Si	1.3694	6.9173	4.7272
Si	6.8083	6.8432	4.7099
Si	4.0972	9.6134	4.8942
Si	9.5274	9.6573	4.703
Si	2.7768	0.1555	6.3905
Si	8.3139	-0.0359	6.2898
Si	0.0067	2.8195	6.2304
Si	5.4286	2.7917	6.2437
Si	2.6944	5.5005	6.023
Si	8.142	5.441	6.0172
Si	0.021	8.4054	5.9974
Si	5.5597	8.189	6.1705
Si	4.0919	1.6461	7.8517
Si	9.8148	1.2871	7.6723
Si	0.9225	4.7094	7.383
Si	6.6275	4.3752	7.5035
Si	4.3485	6.5184	7.312
Si	9.5676	6.9173	7.0674
Si	1.1151	9.8606	7.5486
Si	7.379	9.0568	7.4726
O	9.5713	6.807	24.2702
O	4.1786	1.2238	24.425
O	8.523	7.9196	7.9282
O	3.2608	2.5021	9.0172
O	6.8244	4.1273	24.1839
O	2.8347	7.7064	23.4183
O	5.4691	5.4737	7.9307
O	0.1549	0.1707	8.5667
O	7.2326	3.7853	8.9158
O	6.7941	9.6135	8.8986
O	10.6717	5.8517	7.7924
O	1.5558	8.8667	8.7789
O	5.242	0.8293	8.7235
O	1.4233	4.3507	8.8838
O	9.1293	1.992	8.9791
O	3.4236	6.9495	8.5987
O	7.9797	8.7874	23.7142
O	8.3294	2.1905	23.3004
O	5.4853	6.2782	23.2133
O	2.83	2.983	23.223
O	12.1864	-1.3501	24.3249
O	0.0591	4.8828	23.0786
O	4.0439	7.4046	21.1896
O	10.9691	21.048	20.7999
Si	5.3774	4.8443	16.7167
Si	0.5399	8.765	20.0691
Si	6.0728	9.3185	12.1569
Si	13.3498	4.8837	12.664
Si	8.6489	2.9773	12.8749
Si	9.8772	0.0277	12.75
Si	2.0768	3.2665	9.8779
Si	2.5912	-3.7302	21.8886
Si	17.7073	7.0239	15.523
Si	7.0811	11.1135	18.6512
Si	8.5379	3.3295	9.7914
Si	3.4879	13.1006	14.0153
Si	5.8194	0.4632	14.3634
Si	6.9777	5.9618	19.2645
Si	0.8111	4.7778	21.5996
Si	13.6701	-0.9881	18.2206
Si	3.3249	2.8207	17.078
Si	5.3968	10.2848	9.3676
Si	9.5197	6.5487	16.5283
Si	16.4809	7.0506	21.7476
Si	9.7975	4.7841	19.0765
Si	1.8789	-0.3382	12.7284
Si	5.2038	20.5141	16.5921
Si	8.4514	8.1017	12.9549
Si	11.4391	0.5597	10.2947
Si	7.0129	9.5975	22.7175
Si	11.3277	11.6747	20.8796
Si	-0.6223	-5.2541	13.5417
Si	4.4283	1.1597	19.5785
Si	3.0102	8.3335	9.3123
Si	1.0021	1.3305	17.8162
Si	3.3751	7.9052	12.4206
Si	2.5146	2.3097	21.7703
Si	7.3033	2.7222	15.4199
Si	8.8128	8.4368	18.5899
Si	9.0523	0.9149	22.5951
Si	9.2493	2.2031	17.5502
O	6.1731	8.3124	16.3012
O	5.0189	1.7042	13.6428
O	13.1133	5.6487	21.7742
O	6.5127	10.4337	13.2535
O	2.508	9.1338	13.1291
O	1.6449	0.9263	21.925
O	2.9289	8.0255	10.8685
O	3.5436	-0.2183	19.4233
O	10.309	-4.7458	15.1228
O	9.5792	-4.0124	12.7016
O	3.8219	4.3756	16.9293
O	8.208	9.9318	18.8981
O	9.4085	8.1299	17.0524
O	14.3339	2.0651	15.6295
O	7.4707	7.5896	14.163
O	11.8518	5.3894	13.0693
O	4.9376	8.2693	12.6743
O	6.2186	6.025	20.6955
O	9.9333	14.1684	18.6125
O	5.5279	5.9461	15.4934
O	7.5648	7.4334	18.8851
O	1.5987	8.9569	18.8374
O	12.35	3.3376	21.1341
O	8.1426	2.9173	11.315
O	10.0813	-2.8519	19.5698
O	-0.2057	-5.7748	20.3681
O	6.0489	10.5753	17.5314
O	3.2306	6.3155	12.7979
O	6.0194	0.7433	19.8028
O	10.1695	5.6945	17.7572
O	1.7143	-0.2495	11.0469
O	8.2266	4.9479	19.463
O	6.1512	14.4237	16.2538
O	11.8169	1.2215	19.424
O	7.4009	14.2023	13.8813
O	4.8455	10.4134	15.2323
O	9.6352	4.2371	13.195
O	8.7316	2.9378	16.1845
O	7.9451	6.1552	16.2729
O	4.2417	2.065	18.2157
O	4.0928	9.4571	8.8423
O	5.421	-0.6994	10.9745
O	9.9446	12.4167	21.3492
O	1.7441	2.756	17.4919
O	10.1037	0.2484	23.6522
O	6.3694	8.4748	21.7272
O	2.5031	4.1507	11.1766
O	-1.6766	1.4721	13.2186
O	2.635	11.9508	13.2166
O	-0.4708	23.0678	17.1316
O	7.9511	10.7627	22.0476
O	6.9689	1.1209	15.3137
O	1.9469	0.1039	17.282
O	9.6232	4.5126	9.98
O	14.7395	9.1195	17.2993
O	0.4129	-0.1806	13.3992
O	10.0694	0.1844	11.0872
O	7.3856	-2.5179	11.7283
O	0.9319	2.1279	10.2489
O	3.8531	2.0213	20.8651
O	16.7313	10.3218	23.5103
O	1.328	7.9528	21.2165
O	5.9229	5.4341	18.1366
O	13.9874	3.6978	13.6113
O	7.9647	1.4635	18.208
O	9.1362	-1.3574	13.1872
H	9.9858	5.0319	9.2336

Results
free energy: -55401.816 eV
free energy less fixed offsets of H -15.86, O -447.96, Si -113.29 eV per atom: -1.986 eV
gap between the highest filled and lowest empty level on this k mesh: 0.979 eV

The program warned: the cutoff lies below the one the program advises for these potential files; the model core charge is not resolved on the grid; the forces do not sum to zero within the program's tolerance; the exchange-correlation potential is rough where the density is thin.
